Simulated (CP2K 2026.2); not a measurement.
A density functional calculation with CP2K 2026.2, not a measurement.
Periodic cell of 534 atoms, Si358O176, from a study of silicon, its oxide and their interface. The atomic structure is a simulated model.
Doubt: the forces sum to 0.35 eV/angstrom along one axis rather than to zero, so they err by at least 0.0007 eV/angstrom per atom on average; the grid cutoff is modest.

Settings: functional PBE; method Gaussian and plane waves; basis set DZVP-MOLOPT-SR-GTH; pseudopotentials GTH-PBE; grid cutoff 350 Ry, relative cutoff 50 Ry; k points Gamma only; occupations fixed; spin none; net charge 0.

Cell vectors (angstrom)
a	16.4025	0	0
b	0	16.4025	0
c	0	0	35.7339

Atoms and the computed forces on them: element, x, y, z (angstrom), force x, y, z (eV/angstrom)
Si	16.088	0.441	0.038	0.07	-0.053	-0.35
Si	2.982	2.723	0.188	-0.145	-0.241	0.22
Si	15.909	5.986	0.235	-0.058	0.148	-0.039
Si	2.358	8.67	35.652	-0.182	0.024	0.236
Si	0.124	10.901	0.059	0.035	0.12	0.134
Si	3.222	13.533	35.718	-0.089	0.058	-0.037
Si	6.135	15.875	35.626	0.201	0.077	0.208
Si	8.359	2.687	35.373	-0.165	0.439	-0.017
Si	5.032	5.255	35.702	0.219	-0.084	-0.074
Si	8.582	8.151	0.065	0.115	0.182	0.232
Si	5.377	11.297	0.195	0.026	-0.128	-0.034
Si	8.351	13.587	0.226	0.1	-0.033	0.004
Si	11.26	16.07	0.109	0.218	0.018	0.087
Si	13.882	2.755	0.356	0.065	0.101	-0.076
Si	10.702	5.86	0.154	-0.016	0.13	-0.064
Si	13.861	8.308	0.145	-0.027	-0.083	0.123
Si	10.525	11.242	35.547	-0.043	0.187	0.411
Si	13.615	14.027	35.66	-0.14	-0.009	0.236
Si	1.424	1.394	1.375	0.005	0.158	-0.333
Si	4.256	3.972	1.681	-0.274	0.059	-0.139
Si	1.368	6.982	1.347	-0.111	0.099	-0.204
Si	4.078	9.662	1.328	-0.011	-0.036	-0.241
Si	1.453	12.476	1.284	0.062	-0.208	-0.321
Si	4.35	15.071	1.343	0.075	-0.07	-0.207
Si	7.096	1.314	1.173	-0.232	-0.295	-0.072
Si	9.509	4.127	1.269	0.142	0.059	-0.042
Si	7.056	6.949	1.405	0.061	0.135	-0.044
Si	9.625	9.762	1.434	-0.14	-0.198	-0.216
Si	6.904	12.381	1.608	-0.116	-0.145	-0.3
Si	9.739	14.968	1.526	0.05	0.008	-0.219
Si	12.29	1.409	1.443	-0.042	-0.195	-0.257
Si	15.031	4.304	1.657	0.035	-0.111	-0.2
Si	12.3	7.031	1.454	0.025	-0.041	-0.273
Si	15.098	9.715	1.533	0.114	-0.039	-0.304
Si	12.33	12.347	1.151	-0.078	0.107	-0.364
Si	15.073	15.163	1.378	-0.043	0.024	-0.13
Si	0.095	2.818	2.81	0.075	0.139	0.064
Si	2.846	0.015	2.687	0.051	0	-0.041
Si	0.053	8.306	2.843	0.13	-0.137	0.095
Si	2.769	5.506	2.734	-0.333	0.093	0.107
Si	0.083	13.786	2.693	-0.086	0.013	-0.001
Si	2.754	11.052	2.753	0.013	-0.004	-0.095
Si	5.725	2.605	2.777	0.267	-0.061	-0.006
Si	8.359	0.041	2.757	0.045	0.074	-0.043
Si	5.465	8.231	2.673	-0.017	0.018	-0.105
Si	8.283	5.495	2.795	-0.101	-0.049	0.085
Si	5.548	13.766	2.882	-0.044	0.024	0.21
Si	8.215	10.948	2.874	-0.01	-0.104	0.103
Si	10.899	2.8	2.735	-0.041	0.059	-0.117
Si	13.7	0.063	2.818	0.011	0.133	-0.001
Si	10.98	8.378	2.82	-0.042	0.069	0.136
Si	13.593	5.623	2.896	-0.073	0.016	0.148
Si	11.074	13.596	2.817	0.05	-0.099	-0.09
Si	13.651	11.076	2.719	-0.089	0.021	0.037
Si	1.426	4.189	4.179	0.07	-0.105	-0.058
Si	4.204	1.36	4.109	-0.072	0.036	-0.019
Si	1.424	9.675	4.184	-0.04	-0.02	-0.12
Si	4.122	6.884	4.101	0.077	-0.062	-0.046
Si	1.451	15.094	4.103	0.031	-0.004	-0.002
Si	4.138	12.365	4.175	-0.026	-0.023	-0.113
Si	6.925	4.104	4.163	0.143	0.018	-0.029
Si	9.638	1.421	4.174	-0.121	0.038	-0.037
Si	6.808	9.557	4.144	0.096	-0.021	0.014
Si	9.63	6.9	4.154	0.043	0.069	-0.078
Si	6.948	15.127	4.183	-0.16	0.058	-0.11
Si	9.624	12.314	4.197	0.092	-0.071	-0.043
Si	12.26	4.149	4.157	0.007	0.111	0.022
Si	15.086	1.448	4.159	-0.011	-0.105	-0.08
Si	12.367	9.701	4.184	-0.106	-0.057	-0.06
Si	15.058	6.934	4.208	0.035	0.039	-0.089
Si	12.37	15.048	4.182	0.062	-0.033	-0.073
Si	15.082	12.413	4.073	-0.031	0.023	-0.018
Si	0.027	0.011	10.995	-0.016	0.007	-0.002
Si	2.746	2.742	10.986	0.004	-0.012	0.001
Si	0.03	5.49	10.968	-0.004	0.017	-0.006
Si	2.751	8.216	10.995	0.008	-0.015	0.013
Si	0.021	10.947	10.987	0.016	-0.004	-0.004
Si	2.743	13.665	11.004	0.017	0.028	0.01
Si	5.462	16.391	10.979	0.023	0.025	-0.006
Si	8.199	2.731	10.998	0.023	0.002	0.004
Si	5.467	5.476	11.003	0.015	-0.019	0.002
Si	8.188	8.209	11.014	0.021	0.02	0.002
Si	5.454	10.933	11.006	-0.003	0.01	0.001
Si	8.184	13.655	10.989	0.032	0.015	0.008
Si	10.936	16.397	10.978	0.026	0.028	-0.016
Si	13.696	2.746	10.988	-0.004	0.041	-0.003
Si	10.942	5.474	10.999	-0.006	-0.013	-0.013
Si	13.691	8.221	10.983	-0.005	-0.018	-0.002
Si	10.925	10.936	10.988	0.03	0.015	-0.008
Si	13.676	13.678	10.995	0.002	0.019	0.012
Si	1.403	1.359	12.368	-0.005	0.044	0.004
Si	4.1	4.103	12.364	0.016	0.023	0.004
Si	1.38	6.851	12.355	-0.021	-0.036	-0.016
Si	4.097	9.567	12.395	-0.021	-0.017	-0.007
Si	1.38	12.284	12.375	-0.055	-0.024	-0.007
Si	4.109	15.026	12.368	-0.006	-0.004	0.002
Si	6.82	1.345	12.345	-0.034	-0.034	-0.009
Si	9.561	4.102	12.359	0.012	-0.005	0.007
Si	6.813	6.842	12.386	0	-0.018	0.001
Si	9.553	9.582	12.37	-0.002	-0.027	0
Si	6.804	12.304	12.378	0.007	-0.034	0.004
Si	9.553	15.024	12.335	0.008	0.007	0.001
Si	12.311	1.355	12.327	-0.052	-0.041	-0.02
Si	15.081	4.116	12.338	-0.002	-0.006	-0.011
Si	12.322	6.849	12.343	0.014	0.009	-0.017
Si	15.061	9.582	12.351	-0.019	0.007	0.009
Si	12.292	12.299	12.343	-0.029	-0.016	0.002
Si	15.056	15.034	12.35	0.004	0.004	-0.005
Si	0.031	2.734	13.712	-0.018	-0.018	0.006
Si	2.749	16.373	13.752	0.025	-0.022	0.008
Si	0.031	8.229	13.73	-0.031	-0.057	0.002
Si	2.729	5.475	13.725	0.001	0.034	-0.035
Si	16.397	13.644	13.719	0.012	0.026	-0.015
Si	2.719	10.914	13.778	0.03	0.027	0.006
Si	5.443	2.694	13.714	0.022	0.005	-0.04
Si	8.151	16.346	13.705	0.068	0.06	-0.014
Si	5.436	8.188	13.779	0.054	-0.03	0.051
Si	8.175	5.452	13.734	-0.002	0.025	-0.003
Si	5.427	13.648	13.77	-0.014	0.071	0.01
Si	8.158	10.928	13.743	0.039	0.011	0.018
Si	10.922	2.693	13.685	0.054	0.009	0.02
Si	13.665	16.384	13.697	-0.028	0.026	0.034
Si	10.936	8.2	13.705	-0.003	-0.034	0.016
Si	13.723	5.497	13.69	-0.057	-0.007	0.026
Si	10.897	13.643	13.7	0.016	0.009	-0.015
Si	13.666	10.933	13.7	0.003	0.003	-0.021
Si	1.397	4.093	15.092	0.031	0.012	0.071
Si	4.117	1.331	15.131	0.033	0.025	0.076
Si	1.363	9.555	15.178	-0.053	-0.027	0.134
Si	4.039	6.829	15.152	-0.036	-0.101	0.04
Si	1.382	14.964	15.089	-0.058	0.005	-0.013
Si	4.054	12.287	15.159	0.011	-0.059	0.024
Si	6.788	4.058	15.073	0.001	0.01	0.005
Si	9.516	1.316	15.033	-0.078	-0.104	-0.015
Si	6.81	9.556	15.143	-0.043	-0.046	0.12
Si	9.567	6.825	15.068	0.03	0.058	0.02
Si	6.799	15.005	15.138	-0.02	-0.041	0.106
Si	9.502	12.321	15.093	-0.001	-0.009	0.033
Si	12.36	4.06	14.968	-0.067	0.038	-0.027
Si	15.054	1.342	15.041	0.054	0.053	-0.026
Si	12.306	9.567	15.061	-0.03	-0.01	0.025
Si	15.072	6.874	15.093	0.066	0.037	0.028
Si	12.291	14.985	15.039	-0.037	0.013	-0.007
Si	14.998	12.303	15.081	-0.016	-0.052	0.084
Si	16.374	16.314	16.378	0.051	-0.055	0.048
Si	2.713	2.676	16.481	0.016	0.056	0.094
Si	0.077	5.515	16.443	-0.13	-0.05	-0.01
Si	2.709	8.182	16.62	0.011	0.047	-0.043
Si	16.334	10.953	16.487	-0.012	0.073	0.035
Si	2.656	13.603	16.563	-0.018	-0.008	0.164
Si	5.475	16.381	16.556	-0.114	-0.057	-0.001
Si	8.143	2.665	16.411	0.071	0.038	0.014
Si	5.362	5.354	16.442	-0.029	0.1	0.168
Si	8.216	8.175	16.488	0.078	-0.095	0.103
Si	5.409	10.913	16.53	0.015	0.039	0.01
Si	8.104	13.604	16.545	0.065	0.054	0.137
Si	10.869	16.31	16.346	-0.035	0.116	0.072
Si	13.729	2.757	16.37	-0.051	-0.042	0.08
Si	10.975	5.382	16.306	0.061	-0.044	0.021
Si	13.681	8.236	16.454	-0.011	-0.033	0.119
Si	10.906	10.942	16.375	-0.085	-0.025	0.046
Si	13.603	13.626	16.469	0.113	-0.003	0.052
Si	1.312	1.243	17.75	0.028	-0.098	-0.201
Si	4.034	3.994	17.957	0.056	0.052	0.092
Si	1.317	6.817	18.002	0.047	-0.028	0.163
Si	4.057	9.613	17.977	-0.064	-0.028	-0.047
Si	1.205	12.259	17.995	-0.047	0.092	0.056
Si	4.054	14.987	17.891	0.155	0.005	-0.184
Si	6.855	1.369	17.941	0.071	0.014	0.033
Si	9.628	3.987	17.642	-0.007	-0.059	-0.09
Si	6.761	6.724	17.734	-0.231	-0.215	-0.389
Si	9.625	9.614	17.824	0.081	0.043	-0.14
Si	6.735	12.202	17.997	0.051	0.127	-0.033
Si	9.515	15.017	17.84	-0.055	-0.113	-0.049
Si	12.28	1.324	17.557	-0.078	0.036	-0.262
Si	15.132	4.132	17.758	0.111	0.013	-0.096
Si	12.363	6.693	17.663	0.022	0.125	-0.022
Si	14.952	9.679	17.918	-0.099	0.022	-0.103
Si	12.184	12.267	17.829	-0.016	-0.077	-0.013
Si	15.02	14.984	17.788	0.098	-0.029	-0.054
Si	16.386	2.613	19.057	-0.155	0.054	0.233
Si	2.603	16.297	19.189	-0.061	0.034	0.259
Si	16.274	8.295	19.274	0.252	0.077	-0.036
Si	2.677	5.382	19.426	0.099	-0.183	0.175
Si	16.19	13.693	19.409	-0.023	-0.015	0.252
Si	2.574	10.885	19.406	-0.089	0.008	0.131
Si	5.363	2.511	19.4	-0.304	0.06	0.17
Si	8.309	0.066	19.284	0.297	0.035	0.149
Si	5.529	8.168	19.138	-0.083	-0.136	-0.009
Si	8.236	5.317	18.914	0.329	-0.029	0.048
Si	5.348	13.663	19.358	-0.087	-0.02	0.302
Si	8.187	10.804	19.342	-0.011	0.089	0.015
Si	11.001	2.612	18.988	-0.042	-0.056	0.217
Si	13.55	16.372	18.914	0.069	0.135	0.176
Si	11.032	8.078	18.962	0.133	0.168	0.193
Si	13.814	5.514	19.136	-0.149	0	0.084
Si	10.796	13.571	19.227	-0.119	0.006	0.272
Si	13.566	11.095	19.34	-0.217	0.03	-0.042
Si	1.585	3.486	20.564	-0.079	0.149	0.152
Si	3.792	1.217	20.7	0.036	-0.011	-0.125
Si	1.225	9.456	20.875	0.097	0.07	-0.231
Si	4.486	6.601	20.495	0.115	-0.05	-0.19
Si	1.365	14.938	20.673	-0.17	-0.091	-0.089
Si	3.543	12.622	20.685	0.041	-0.002	-0.268
Si	6.396	4.037	20.845	0.383	0.131	0.252
Si	10.181	1.016	20.593	-0.019	0.066	-0.013
Si	7.46	8.75	20.348	-0.209	0.431	0.489
Si	9.136	7.169	19.906	0.676	-0.394	0.165
Si	7.02	14.973	20.516	-0.12	-0.209	-0.004
Si	9.118	12.53	20.694	0.028	-0.165	-0.049
Si	12.521	3.899	20.183	-0.002	-0.094	0.351
Si	14.572	1.594	20.237	0.13	0.105	0.258
Si	12.572	8.624	20.702	-0.782	-0.202	0.066
Si	14.606	7.309	20.545	0.181	-0.267	0.341
Si	12.245	15.038	20.314	-0.037	-0.035	0.149
Si	14.394	12.744	20.798	0.208	0.339	-0.218
Si	14.815	14.72	24.952	-0.015	-0.121	0.345
Si	15.423	7.766	23.529	-0.142	-0.211	0.412
Si	1.707	7.452	25.189	-0.024	-0.204	0.334
Si	14.537	5.017	24.34	-0.026	0.059	0.012
Si	12.808	12.677	26.202	0.041	-0.006	0.144
Si	15.993	0.183	22.73	0.015	0.164	-0.115
Si	5.213	15.683	22.864	0.009	0.27	-0.036
Si	10.034	2.542	23.424	-0.036	0.009	0.142
Si	7.491	4.486	23.673	0.157	0.18	0.147
Si	8.488	7.319	22.677	0.059	-0.179	0.252
Si	4.89	12.547	23.227	0.224	-0.05	0.442
Si	7.949	12.159	23.435	0.269	-0.027	0.261
Si	9.226	0.626	25.536	-0.063	-0.03	-0.047
Si	0.486	3.109	23.393	-0.001	-0.005	0.268
Si	11.195	7.81	23.538	-0.144	0.033	0.078
Si	13.782	3.367	26.842	0.075	0.031	-0.109
Si	8.745	10.972	26.022	0.019	-0.013	0.058
Si	15.6	10.745	23.013	0.058	-0.122	0.099
Si	13.539	0.434	26.999	-0.028	-0.019	0.034
Si	5.256	3.786	25.41	-0.072	0.035	0.098
Si	2.57	4.892	24.25	0.071	-0.145	0.52
Si	5.65	6.239	31.485	0.08	0.052	-0.35
Si	11.368	14.826	27.906	0.117	-0.084	0.004
Si	3.403	12.066	25.942	-0.249	-0.036	0.264
Si	6.163	0.987	25.227	0.095	0.333	0.143
Si	11.964	4.813	22.947	0.056	0.05	0.187
Si	2.937	7.362	22.711	-0.002	0.203	0.5
Si	11.633	9.74	25.933	-0.074	0.071	0.129
Si	3.066	10.307	28.431	-0.068	0.049	0.054
Si	8.422	13.954	25.774	0.073	-0.091	0.066
Si	12.752	4.746	31.159	0.275	0.253	-0.271
Si	11.425	4.817	28.434	0.077	0.149	-0.022
Si	11.542	7.962	28.435	0.041	-0.068	-0.057
Si	0.31	12.438	25.477	0.091	0.093	0.313
Si	12.104	14.74	30.911	0.034	0.067	0.042
Si	2.263	0.657	28.308	-0.071	0.06	0.069
Si	15.738	1.753	28.359	0.041	0.078	0.141
Si	3.631	14.35	28.114	-0.065	-0.046	0.042
Si	15.391	3.177	31.064	-0.11	-0.003	-0.102
Si	3.475	5.386	29.501	0.085	0.073	-0.089
Si	15.649	12.791	33.532	-0.159	-0.103	-0.017
Si	4.199	7.465	33.973	0.06	-0.079	-0.573
Si	6.566	13.679	28.252	-0.022	-0.17	0.043
Si	9.488	2.336	28.249	0.067	0.121	-0.072
Si	2.13	7.635	28.217	-0.045	-0.146	0.043
Si	6.747	1.376	28.261	-0.111	0.096	-0.024
Si	0.509	10.702	29.712	-0.121	-0.242	0.111
Si	7.314	10.762	28.572	0.123	-0.099	0.042
Si	9.732	9.974	30.016	0.085	0.012	-0.044
Si	0.072	8.013	30.62	0.169	-0.067	-0.068
Si	8.556	15.349	29.322	0.092	-0.048	0.067
Si	14.392	13.205	30.752	-0.03	0.29	-0.304
Si	0.144	1.547	33.145	-0.179	-0.218	-0.439
Si	2.428	0.298	31.504	-0.046	-0.024	-0.114
Si	2.693	12.451	30.396	0.076	-0.052	-0.049
Si	6.227	3.826	33.328	0.043	0.147	-0.339
Si	1.179	4.269	34.272	0.015	0.198	-0.192
Si	2.174	13.912	32.884	0.099	0.037	-0.288
Si	4.325	2.795	28.21	0.014	0.168	-0.054
Si	9.921	1.597	33.976	0.207	-0.275	-0.213
Si	6.6	9.475	33.866	0.151	0.222	-0.179
Si	7.166	8.953	30.972	0.1	-0.166	-0.179
Si	4.659	1.271	33.489	-0.117	-0.008	0.1
Si	11.938	11.909	31.409	-0.201	0.134	-0.435
Si	12.061	3.863	34.003	0.285	0.341	-0.09
Si	1.177	5.478	31.695	-0.195	0.105	-0.429
Si	12.344	9.798	33.468	0.076	-0.254	-0.18
Si	13.304	7.768	31.112	0.114	-0.089	-0.097
Si	10.133	0.665	30.99	0.141	-0.268	-0.224
Si	15.164	12.241	28.208	-0.071	0.077	-0.074
O	1.944	4.983	33.03	0.236	-0.254	0.225
O	2.236	4.16	35.494	-0.206	0.15	-0.281
O	2.002	15.184	31.885	-0.184	-0.124	-0.16
O	0.007	0.227	34.11	-0.036	0.011	0.593
O	14.861	7.114	35.298	0.29	-0.459	0.429
O	16.295	5.189	34.587	0.433	0.003	-0.245
O	4.504	6.779	32.523	-0.168	-0.012	0.449
O	2.801	8.289	34.073	0.307	-0.053	-0.049
O	1.247	1.278	31.991	-0.057	0.217	0.167
O	15.779	11.408	34.396	0.134	-0.022	0.272
O	2.975	14.295	34.249	0.222	-0.158	0.28
O	0.724	13.452	33.455	0.002	0.02	-0.02
O	5.543	0.094	34.209	0.236	-0.181	0.191
O	3.653	1.924	34.619	-0.003	0.018	0.2
O	7.601	3.617	34.177	0.238	-0.274	0.084
O	6.516	5.889	0.222	-0.211	-0.014	0.027
O	7.862	2.582	28.306	-0.047	-0.146	0.289
O	5.091	4.372	34.336	-0.068	-0.131	-0.022
O	8.007	8.849	34.407	0.182	0.142	-0.046
O	6.552	9.748	32.258	0.071	0.027	0.311
O	6.284	10.883	34.603	0.115	-0.108	0.1
O	4.243	12.307	35.269	0.072	0.072	0.567
O	9.373	12.457	35.126	0.285	0.064	0.178
O	7.278	14.678	35.183	-0.374	0.407	0.482
O	9.743	1.514	32.322	-0.177	0.444	0.366
O	10.351	0.111	34.53	-0.339	-0.004	-0.27
O	14.92	1.591	35.569	0.197	0.126	0.133
O	13.497	3.621	34.726	-0.14	-0.077	0.101
O	9.673	7.017	35.26	-0.141	-0.177	0.498
O	11.403	5.254	34.524	0.031	-0.094	-0.142
O	13.39	9.258	34.599	0.127	-0.129	0.003
O	10.264	8.824	28.985	-0.214	-0.152	-0.018
O	10.949	10.133	34.324	-0.358	0.454	0.125
O	12.574	11.268	32.773	0.009	0.139	0.233
O	14.509	13.683	34.304	0.106	-0.183	0.23
O	12.44	15.104	35.15	0.064	0.099	0.236
O	0.551	3.662	21.858	-0.065	0.158	-0.113
O	2.992	7.941	24.261	-0.058	0.083	-0.23
O	4.2	0.312	22.06	-0.213	0.28	-0.164
O	2.753	2.434	21.186	-0.378	0.263	-0.432
O	0.47	10.389	22.025	0.132	0.11	-0.06
O	15.988	11.379	24.47	-0.254	-0.342	-0.344
O	4.39	7.312	22.006	-0.01	0.037	-0.309
O	1.994	8.239	21.705	-0.24	-0.088	-0.097
O	0.816	15.722	22.05	0.241	-0.148	-0.097
O	15.014	15.605	23.6	0.013	0.164	-0.304
O	3.979	11.833	22.083	-0.064	-0.024	-0.233
O	2.434	13.772	21.196	0.227	-0.347	-0.46
O	5.685	5.499	20.681	-0.1	-0.057	-0.236
O	8.815	3.557	23.817	-0.112	0.133	0.076
O	9.82	1.96	21.908	0.014	-0.074	-0.285
O	10.228	1.24	24.408	0.202	-0.013	-0.003
O	7.448	8.444	22.044	-0.103	0.114	-0.248
O	7.89	4.253	20.178	-0.201	0.231	-0.098
O	11.888	8.729	24.686	-0.041	-0.224	0.081
O	9.395	6.645	21.482	-0.178	0.399	-0.033
O	8.148	13.842	20.925	-0.223	-0.134	-0.343
O	6.577	15.653	21.965	0.122	-0.25	-0.132
O	9.107	11.963	22.279	0.18	-0.005	-0.196
O	8.161	10.939	24.503	-0.016	-0.014	-0.032
O	15.863	4.107	24.167	0.291	-0.084	0.116
O	11.654	4.716	21.353	-0.216	-0.134	-0.25
O	13.53	2.739	20.881	-0.068	0.029	-0.399
O	15.056	0.751	21.548	-0.236	0.109	-0.218
O	12.739	10.265	20.565	0.12	-0.251	-0.398
O	11.478	6.197	23.676	-0.135	-0.07	-0.136
O	15.401	7.072	22.043	-0.458	0.199	-0.376
O	14.833	9.304	23.349	0.019	0.193	0.069
O	13.307	14.002	21.18	0.378	-0.009	-0.289
O	11.261	16.201	21.099	0.069	0.151	-0.442
O	16.272	13.975	25.114	-0.007	0.159	0.068
O	14.756	11.891	22.193	-0.057	0.165	0.062
O	14.431	15.816	26.096	0.191	-0.189	0.24
O	14.466	0.714	28.328	-0.197	-0.242	-0.001
O	1.932	3.403	24.112	0.14	0.066	-0.315
O	0.148	1.508	23.553	0.231	0.014	0.033
O	14.691	6.648	24.499	0.038	0.242	0.134
O	13.823	4.492	25.687	0.068	0.176	-0.042
O	1.661	8.038	26.697	-0.095	0.028	-0.086
O	1.768	5.814	25.351	0.152	-0.018	-0.259
O	11.812	8.342	22.132	0.108	0.18	-0.163
O	12.312	11.219	25.632	-0.068	-0.092	-0.092
O	11.613	13.636	26.803	-0.02	0.123	0.126
O	1.899	12.143	25.317	-0.186	-0.236	-0.019
O	5.516	16.169	24.392	-0.061	-0.413	-0.185
O	4.659	14.16	23.042	-0.093	0.13	-0.067
O	9.261	15.379	25.667	-0.153	-0.083	0.163
O	11.353	3.476	23.651	0.215	0.16	-0.119
O	6.589	3.832	22.468	-0.369	-0.154	-0.098
O	6.079	0.882	26.847	-0.211	-0.326	-0.135
O	9.577	8.042	23.669	-0.14	-0.068	-0.258
O	7.768	6.078	23.447	0.046	0.037	0.227
O	3.622	10.798	26.973	0.015	-0.113	-0.02
O	3.306	8.709	28.678	0.317	0.119	0.025
O	8.061	13.608	24.217	-0.195	-0.025	-0.141
O	6.423	12.097	22.875	-0.2	0.125	-0.45
O	7.764	1.068	24.941	-0.036	0.019	0.148
O	9.653	1.333	26.954	0.088	0.039	0.065
O	12.782	4.082	27.909	0.088	0.07	-0.045
O	0.449	7.967	24.289	-0.111	-0.03	-0.365
O	12.179	8.891	27.234	0.155	-0.038	0.09
O	13.584	4.737	23.061	0.055	-0.07	-0.303
O	16.316	12.309	27.062	0.082	-0.102	0.181
O	11.21	6.398	27.947	-0.239	0.06	0.179
O	9.112	12.558	26.357	0.254	0.124	0.284
O	10.053	10.034	26.165	-0.05	-0.09	0.16
O	15.408	10.879	29.1	-0.008	-0.15	0.178
O	13.65	13.535	25.062	0.163	-0.101	-0.239
O	2.794	15.665	27.663	0.128	-0.124	-0.133
O	13.228	1.902	26.32	0.066	-0.154	-0.284
O	6.703	4.459	25.11	0.037	-0.082	0.033
O	5.303	2.29	24.759	-0.087	-0.066	0.06
O	4.115	4.692	24.703	-0.237	0.271	-0.087
O	0.771	7.57	29.171	-0.025	0.098	0.045
O	2.946	6.213	28.196	-0.057	0.09	-0.036
O	5.458	8.423	34.311	0.019	-0.034	0.414
O	0.601	9.543	30.852	-0.045	0.231	0.212
O	13.199	12.121	30.39	0.028	-0.006	-0.034
O	3.632	13.408	26.805	0.123	0.081	0.027
O	1.433	10.399	28.4	0.088	0.275	-0.026
O	7.506	0.076	28.825	0.141	0.066	0.327
O	7.122	14.144	26.768	-0.158	0.153	-0.179
O	8.792	9.147	31.071	0.071	-0.153	-0.188
O	11.577	4.889	30.053	-0.094	-0.135	0.277
O	2.46	5.775	22.861	0.141	0.201	-0.457
O	4.898	5.928	30.074	-0.007	-0.126	0.105
O	7.615	10.318	27.024	-0.169	0.222	-0.241
O	6.404	4.911	32.098	0.089	-0.263	0.397
O	3.567	11.209	29.727	0.26	-0.15	0.115
O	4.469	12.013	24.716	0.08	0.134	-0.263
O	9.077	15.824	30.784	-0.263	-0.234	0.118
O	7.679	13.992	29.412	0.119	0.162	-0.099
O	13.267	6.22	31.629	-0.137	-0.025	0.128
O	10.184	3.808	28.054	-0.269	0.071	-0.025
O	16.402	4.412	31.364	0.026	0.139	0.094
O	13.979	3.827	30.597	0.028	0.114	0.184
O	12.521	8.7	32.226	-0.054	0.295	0.088
O	10.883	10.843	30.771	-0.064	0.064	0.331
O	13.706	14.616	31.274	-0.037	-0.122	-0.096
O	15.225	12.561	31.979	-0.057	-0.181	0.129
O	13.736	12.269	27.471	0.062	0.112	-0.017
O	12.058	14.439	29.31	-0.2	-0.085	-0.27
O	12.094	16.178	27.345	-0.066	-0.028	0.007
O	0.704	0.97	27.924	-0.048	-0.149	-0.164
O	15.999	2.3	29.851	-0.072	-0.006	-0.071
O	15.235	2.159	32.351	-0.049	-0.159	0.284
O	0.733	2.736	34.068	0.193	0.143	0.042
O	2.886	13.737	29.423	0.076	0.173	0.022
O	3.002	12.798	31.968	-0.171	0.19	-0.042
O	15.293	3.049	27.432	0.001	0.223	0.109
O	3.161	1.832	27.626	-0.051	-0.108	-0.284
O	5.012	3.68	27.018	0.292	-0.069	-0.138
O	11.331	13.445	31.638	0.055	-0.059	0.203
O	2.557	0.543	29.906	0.188	-0.225	0.245
O	4.028	6.475	35.265	-0.162	0.151	0.393
O	1.191	9.77	35.267	0.231	-0.279	0.422
O	3.604	3.811	29.225	-0.212	-0.105	-0.088
O	5.205	14.538	28.517	0.156	-0.132	-0.202
O	10.088	1.613	29.626	-0.011	0.11	0.363
O	5.654	2.387	32.816	-0.159	-0.058	0.017
O	6.641	9.6	29.536	0.06	-0.089	0.118
O	2.308	5.543	30.576	-0.075	0.144	0.245
O	6.774	7.375	31.126	-0.119	-0.117	0.248
O	5.448	1.95	29.062	0.17	0.096	-0.053
O	3.828	0.636	32.25	0.25	-0.029	0.066
O	1.104	12.056	30.383	0.052	-0.022	-0.257
O	6.333	12.067	28.442	-0.239	-0.094	-0.174
O	8.79	11.069	29.236	0.058	0.22	-0.176
O	12.131	3.95	32.403	-0.149	-0.487	0.001
O	11.202	2.544	34.351	-0.275	0.039	-0.192
O	0.55	6.981	31.785	-0.041	0.05	0.1
O	14.858	8.125	30.752	-0.067	-0.032	0.06
O	11.561	16.255	31.225	-0.153	-0.037	0.153
O	9.792	15.099	28.27	0.02	0.129	-0.159
O	12.581	7.872	29.667	-0.125	-0.126	-0.141
O	15.214	13.443	29.343	-0.122	-0.091	0.192
Si	0.061	0.045	5.493	0.033	0.105	-0.063
Si	2.817	2.764	5.478	0.034	0.092	-0.015
Si	0.021	5.523	5.536	-0.036	-0.008	-0.012
Si	2.78	8.25	5.509	-0.011	0.053	-0.042
Si	0.006	11.026	5.5	0.036	-0.059	-0.05
Si	2.757	13.718	5.525	0.006	-0.014	-0.036
Si	5.52	0.03	5.542	0.07	-0.037	0.003
Si	8.259	2.761	5.561	0.048	0.02	-0.009
Si	5.497	5.491	5.471	-0.077	-0.063	0.013
Si	8.207	8.215	5.518	-0.046	-0.026	-0.035
Si	5.488	10.962	5.52	-0.026	-0.026	-0.031
Si	8.262	13.709	5.535	0.07	0.041	0.013
Si	10.983	0.022	5.527	0.038	0.008	-0.031
Si	13.677	2.791	5.51	0.043	0.009	-0.035
Si	10.952	5.522	5.553	-0.01	0	-0.008
Si	13.698	8.297	5.554	0.042	0.023	0.027
Si	10.969	10.975	5.582	-0.014	0.001	-0.012
Si	13.744	13.706	5.541	-0.008	0.078	-0.049
Si	1.43	1.408	6.86	-0.035	-0.056	-0.032
Si	4.152	4.129	6.875	-0.014	-0.001	-0.064
Si	1.407	6.882	6.882	-0.02	-0.007	-0.01
Si	4.131	9.601	6.896	0.011	-0.029	0.023
Si	1.384	12.353	6.886	-0.027	0.037	0.013
Si	4.136	15.063	6.892	0.007	-0.01	-0.001
Si	6.871	1.399	6.909	-0.052	0.051	0.014
Si	9.601	4.142	6.921	-0.014	0.014	0.034
Si	6.848	6.84	6.882	0.065	0.016	-0.021
Si	9.576	9.583	6.899	0.027	-0.013	-0.017
Si	6.866	12.329	6.878	-0.015	-0.025	-0.029
Si	9.613	15.071	6.908	-0.035	-0.008	-0.009
Si	12.34	1.4	6.891	0.018	-0.013	0
Si	15.054	4.142	6.888	-0.014	0.013	-0.014
Si	12.331	6.891	6.901	-0.012	-0.038	-0.031
Si	15.078	9.646	6.903	-0.047	-0.014	-0.015
Si	12.354	12.347	6.91	-0.03	-0.023	0.007
Si	15.102	15.086	6.889	-0.005	-0.048	-0.002
Si	0.035	2.758	8.23	-0.012	0.018	0.003
Si	2.761	0.024	8.25	0.016	0.04	0.006
Si	0.034	8.244	8.247	0.022	0.003	0.005
Si	2.765	5.491	8.237	0.006	-0.01	0.006
Si	0.03	13.705	8.27	0.008	0.017	0
Si	2.746	10.964	8.246	-0.006	-0.025	-0.009
Si	5.493	2.76	8.262	0.04	0.011	0.02
Si	8.222	0.017	8.268	0.009	-0.015	-0.008
Si	5.485	8.214	8.255	-0.016	0.009	-0.006
Si	8.208	5.489	8.275	-0.007	-0.046	-0.001
Si	5.484	13.675	8.252	0	0.005	0
Si	8.205	10.949	8.259	0.034	0.016	0
Si	10.964	2.755	8.268	0.012	0.03	-0.019
Si	13.708	0.028	8.255	0.006	0.036	-0.009
Si	10.941	8.222	8.274	-0.019	-0.022	-0.001
Si	13.689	5.504	8.259	0.028	0.028	0.012
Si	10.964	13.691	8.27	0.052	0.033	0.002
Si	13.695	10.972	8.28	0.007	0.013	0.01
Si	1.398	4.12	9.605	-0.02	0.009	-0.003
Si	4.12	1.385	9.619	-0.013	-0.003	-0.004
Si	1.396	9.593	9.624	-0.027	-0.003	0.004
Si	4.118	6.85	9.625	0.004	-0.005	-0.006
Si	1.402	15.057	9.632	-0.023	-0.017	0.005
Si	4.111	12.312	9.625	-0.005	-0.009	0.007
Si	6.845	4.118	9.641	-0.005	0.009	0.004
Si	9.584	1.385	9.628	0.001	0.009	-0.003
Si	6.838	9.582	9.634	0.01	-0.021	0.004
Si	9.571	6.854	9.645	0.014	-0.002	0.001
Si	6.844	15.039	9.617	-0.003	0.004	0.005
Si	9.575	12.314	9.619	-0.013	-0.028	-0.009
Si	12.328	4.125	9.63	-0.01	-0.027	0.004
Si	15.077	1.391	9.619	0.009	-0.016	-0.001
Si	12.316	9.591	9.627	-0.004	-0.002	-0.004
Si	15.067	6.869	9.611	-0.034	-0.035	-0.004
Si	12.333	15.057	9.621	-0.035	-0.025	-0.009
Si	15.064	12.333	9.635	-0.024	-0.007	0.002

Results
total energy: -115456.787 eV
total energy less fixed offsets of O -438.35, Si -107.03 eV per atom: 9.553 eV
